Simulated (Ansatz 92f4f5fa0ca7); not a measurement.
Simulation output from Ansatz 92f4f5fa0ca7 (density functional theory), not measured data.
Periodic cell of 229 atoms, Si134O93H2, from a study of silicon, its oxide and their interface. The atomic structure is a simulated model.
Doubt: the cutoff is far below the 930 eV that the study's wrapper takes by default for these files, so forces and energies are approximate.

Settings
functional: PBE
potential files: Ansatz PAW
basis: plane waves
wave-function cutoff: 580 eV
density cutoff ratio: 5
exchange-correlation grid ratio: 1
k mesh: 1 x 1 x 1, Gamma-centred
self-consistency stop: 5e-08 eV per atom in the density residual
occupations: fixed
spin: none
net charge: 0

Cell vectors (angstrom)
a, 10.938, 0, 0
b, 0, 10.938, 0
c, 0, 0, 32.2916

Atoms: element, x, y, z (angstrom)
Si, 0.3058, -0.5115, 24.9852
Si, 5.7916, -0.113, 25.0332
Si, 2.7695, 2.5096, 24.7072
Si, 8.035, 2.8616, 24.6455
Si, -0.0804, 5.7299, 24.6445
Si, 5.6811, 4.9836, 24.7541
Si, 2.7603, 8.4508, 24.8122
Si, 7.9835, 8.4625, 24.9904
Si, 1.2682, 1.3579, 26.108
Si, 7.0152, 1.433, 26.2347
Si, 4.1602, 3.8624, 26.122
Si, 9.5431, 4.2014, 25.9793
Si, 1.5697, 6.7466, 26.0277
Si, 6.7742, 6.7158, 26.0455
Si, 4.1053, 9.6982, 26.2346
Si, 9.6852, 9.3629, 26.3421
Si, 2.6817, 0.0767, 27.5362
Si, 8.3079, -0.0558, 27.5482
Si, -0.0638, 2.788, 27.4417
Si, 5.5383, 2.6618, 27.5682
Si, 2.8325, 5.3601, 27.4623
Si, 8.1851, 5.463, 27.472
Si, 0.1592, 8.0105, 27.5602
Si, 5.461, 8.1783, 27.4749
Si, 4.1018, 1.3673, 28.8733
Si, 9.5708, 1.3673, 28.8733
Si, 1.3673, 4.1018, 28.8733
Si, 6.8362, 4.1018, 28.8733
Si, 4.1018, 6.8362, 28.8733
Si, 9.5708, 6.8362, 28.8733
Si, 1.3673, 9.5708, 28.8733
Si, 6.8362, 9.5708, 28.8733
Si, 0, 0, 30.2406
Si, 5.469, 0, 30.2406
Si, 2.7345, 2.7345, 30.2406
Si, 8.2035, 2.7345, 30.2406
Si, 0, 5.469, 30.2406
Si, 5.469, 5.469, 30.2406
Si, 2.7345, 8.2035, 30.2406
Si, 8.2035, 8.2035, 30.2406
Si, 1.3673, 1.3673, 31.6078
Si, 6.8362, 1.3673, 31.6078
Si, 4.1018, 4.1018, 31.6078
Si, 9.5708, 4.1018, 31.6078
Si, 1.3673, 6.8362, 31.6078
Si, 6.8362, 6.8362, 31.6078
Si, 4.1018, 9.5708, 31.6078
Si, 9.5708, 9.5708, 31.6078
Si, 2.7345, 0, 0.6835
Si, 8.2035, 0, 0.6835
Si, 0, 2.7345, 0.6835
Si, 5.469, 2.7345, 0.6835
Si, 2.7345, 5.469, 0.6835
Si, 8.2035, 5.469, 0.6835
Si, 0, 8.2035, 0.6835
Si, 5.469, 8.2035, 0.6835
Si, 4.1018, 1.3673, 2.0507
Si, 9.5708, 1.3673, 2.0507
Si, 1.3673, 4.1018, 2.0507
Si, 6.8362, 4.1018, 2.0507
Si, 4.1018, 6.8362, 2.0507
Si, 9.5708, 6.8362, 2.0507
Si, 1.3673, 9.5708, 2.0507
Si, 6.8362, 9.5708, 2.0507
Si, 0, 0, 3.418
Si, 5.469, 0, 3.418
Si, 2.7345, 2.7345, 3.418
Si, 8.2035, 2.7345, 3.418
Si, 0, 5.469, 3.418
Si, 5.469, 5.469, 3.418
Si, 2.7345, 8.2035, 3.418
Si, 8.2035, 8.2035, 3.418
Si, 1.3713, 1.3621, 4.7685
Si, 6.785, 1.4076, 4.8185
Si, 4.0829, 4.1196, 4.7926
Si, 9.5548, 4.1349, 4.7622
Si, 1.3334, 6.8702, 4.8241
Si, 6.7671, 6.9194, 4.6781
Si, 4.0382, 9.6323, 4.8202
Si, 9.5223, 9.6232, 4.7875
Si, 2.6584, 0.025, 6.275
Si, 8.1721, 0.0851, 6.189
Si, 0.0351, 2.7823, 6.0783
Si, 5.4077, 2.7558, 6.2319
Si, 2.743, 5.52, 6.1749
Si, 8.1336, 5.579, 5.9736
Si, -0.0772, 8.2522, 6.1806
Si, 5.4669, 8.2787, 6.0954
Si, 3.7651, 1.66, 7.604
Si, 9.8039, 1.278, 7.42
Si, 1.5509, 3.9464, 7.4537
Si, 6.617, 4.4685, 7.3235
Si, 4.3951, 6.6772, 7.4128
Si, 9.1454, 7.1541, 7.3794
Si, 0.9724, 9.8486, 7.5743
Si, 6.9788, 9.4415, 7.4769
O, 5.4843, 5.5286, 7.8834
O, -0.1245, 0.0849, 7.9282
O, 2.6451, 2.8174, 8.0305
O, 8.0872, 8.3022, 7.9379
O, 1.5087, 9.4595, 24.3351
O, 6.8477, 3.9387, 24.1537
O, 6.8008, 9.5598, 25.1075
O, 0.1688, 4.8329, 23.2881
O, 6.238, 10.038, 8.8451
O, 0.7054, 4.686, 8.6584
O, 1.3782, 9.2388, 9.0447
O, 7.5242, 4.0807, 8.6371
O, 9.5868, 6.3643, 8.7365
O, 4.3053, 0.9661, 9.0519
O, 3.9282, 7.4259, 8.8057
O, 9.3441, 2.104, 8.7822
O, 5.701, 0.3197, 23.4299
O, 8.564, 1.9645, 23.319
O, 10.2932, 7.1073, 23.9001
O, 4.7169, 5.4774, 23.4963
O, 8.2681, 8.5443, 23.3686
O, 2.3377, 3.4939, 23.4332
O, 3.776, 7.9439, 23.577
O, 10.1617, -0.1389, 23.8022
Si, 6.4532, 12.2112, 15.5984
Si, -2.6695, 7.9779, 14.0671
Si, 7.4726, 4.1069, 16.7441
Si, -0.4253, 3.7155, 19.9358
Si, 14.3444, 2.3616, 13.2939
Si, 3.1092, 3.8242, 18.0342
Si, 3.6823, 7.4398, 14.9938
Si, 4.3362, 0.8107, 22.689
Si, 1.2864, 6.0239, 14.016
Si, 4.3741, -0.7103, 20.2379
Si, 4.7608, 2.2272, 20.118
Si, 7.9696, 2.7268, 9.4006
Si, 9.4538, 3.72, 11.7201
Si, 10.775, 5.6952, 9.5983
Si, 2.9152, 4.5834, 11.665
Si, 5.5927, 8.0717, 12.6908
Si, 9.8953, 1.1113, 22.8119
Si, 1.2803, 8.4141, 10.4408
Si, 9.957, -1.0408, 20.5578
Si, 3.4824, 1.5882, 16.0619
Si, 7.2332, 6.519, 21.0868
Si, 16.478, 0.2851, 12.7744
Si, 0.0675, -2.0565, 13.1535
Si, 9.4616, 5.058, 14.5562
Si, -9.7615, 2.2918, 11.5072
Si, 3.5246, 7.3272, 19.7417
Si, 1.8291, 9.9123, 15.4365
Si, 0.8684, 6.0465, 18.645
Si, 7.5384, 3.6781, 19.8458
Si, 7.9168, -1.2768, 16.6295
Si, 0.8914, 3.5251, 22.6751
Si, 5.0516, 5.9914, 17.2865
Si, 7.138, 9.0925, 19.4742
Si, 3.9365, 7.2334, 10.4199
Si, 9.4327, 7.6888, 22.6339
Si, 4.587, 6.8593, 22.6369
Si, 5.8055, 0.4944, 9.585
Si, 10.8678, -2.0357, 17.7761
O, 10.0159, 0.4371, 21.3077
O, 4.4983, 7.2522, 13.5923
O, 11.1378, 2.1185, 23.0803
O, 6.9269, -1.6801, 17.8671
O, 3.5505, 8.9714, 19.5914
O, 0.0946, 7.2419, 17.7922
O, 8.1366, 3.0968, 10.9772
O, 4.5178, 2.1254, 21.7354
O, 1.9388, 3.5838, 10.8124
O, 13.3398, 0.467, 15.6482
O, 5.9197, -1.1965, 20.3202
O, 1.9552, 5.3238, 12.7346
O, 2.7918, 8.2269, 11.0372
O, 4.0065, 3.6281, 12.4375
O, 16.3871, -1.2975, 13.0867
O, 3.7464, 6.7667, 21.2525
O, 1.8149, 2.1749, 13.0142
O, -14.2982, 8.732, 15.3357
O, -9.5436, 0.9738, 10.583
O, 3.7877, -0.4154, 21.7446
O, 3.0937, 8.9445, 15.1046
O, 11.7284, -1.0013, 14.1714
O, 6.4377, 11.9626, 13.951
O, 3.3498, 1.1593, 23.9354
O, 4.062, -9.9927, 12.8449
O, 6.135, 7.131, 22.1488
O, -12.4832, 8.9504, 13.3877
O, -0.8543, 4.9577, 10.8689
O, 7.9055, 3.7588, 18.2645
O, 6.3639, 2.5359, 19.9422
O, 14.587, 2.6825, 14.8599
O, 4.3585, 11.6902, 19.463
O, 7.1163, 7.6085, 12.9861
O, -2.2338, 6.4793, 21.8066
O, -2.1111, 4.3911, 15.8891
O, 1.9963, 6.8865, 19.4472
O, 2.4571, 6.3599, 15.0984
O, 13.7459, 2.3885, 17.3175
O, 9.4622, -1.5772, 17.0696
O, 6.8071, 1.6541, 9.0845
O, 4.6884, 7.1596, 16.2268
O, 19.8797, 6.5878, 14.5264
O, 4.1783, 4.6285, 17.1227
O, -1.9306, 3.4079, 20.5541
O, 10.5325, 13.4459, 11.7621
O, 7.2935, -3.4322, 19.7909
O, 0.38, 9.1718, 11.5751
O, 0.7712, 6.8924, 10.1631
O, 4.6542, 6.6345, 18.7577
O, 15.9152, 11.8725, 16.2706
O, 3.6795, 5.6481, 10.7238
O, 6.5618, 5.4769, 16.9129
O, 10.2537, -2.2722, 21.6129
O, 1.7364, 4.7378, 18.0526
O, 7.6, 11.2272, 16.2418
O, 9.0334, 4.2338, 13.2082
O, 0.0169, 9.6115, 19.2708
O, 3.8077, 14.3484, 19.4753
O, 5.3248, 18.6619, 11.12
O, 6.8943, 5.0258, 20.5247
O, 1.1296, -1.48, 16.8332
O, 0.1572, 5.0653, 14.6963
O, 0.5981, -3.5444, 13.5099
O, 8.4544, 9.8813, 19.9622
O, 5.9945, 0.4148, 11.2035
O, 6.7592, 2.836, 15.9876
O, 0.7859, 3.6039, 21.0562
O, 10.5958, 5.2911, 19.4382
H, -8.6528, 0.8856, 10.1992
O, -0.2236, 2.5932, 18.7731
H, 0.4969, 2.6944, 18.1342

Results
free energy: -138108.445 eV
free energy less fixed offsets of H -15.97, O -568.88, Si -635.61 eV per atom: 1.075 eV

Forces (eV/angstrom), in the order of the atoms: element, x, y, z
Si, -0.016, 0.0111, 0.0572
Si, 0.0188, 0.0752, 0.0481
Si, -0.0137, -0.0106, 0.0242
Si, 0.0043, 0.0315, 0.0162
Si, 0.0116, -0.0088, 0.0405
Si, 0.0107, 0.0107, 0.059
Si, 0.0024, -0.0147, 0.0061
Si, 0.0048, -0.0779, 0.049
Si, 0.0062, 0.0062, -0.0073
Si, -0.0199, -0.0578, -0.0145
Si, 0.0261, -0.0094, -0.0034
Si, 0.0107, 0.0152, -0.007
Si, 0.0033, -0.0056, -0.0093
Si, 0.0268, -0.0033, -0.0182
Si, -0.002, 0.0036, -0.0122
Si, 0.0149, 0.0015, -0.0166
Si, -0.0068, 0.001, 0.01
Si, 0.0243, 0.0502, 0.0212
Si, -0.0037, -0.0044, 0.0039
Si, -0.0146, 0.0104, -0.0003
Si, -0.0096, -0.0051, -0.0036
Si, -0.0092, 0.013, 0.0069
Si, 0.0067, 0.0113, -0.01
Si, -0.0363, -0.029, 0.0214
Si, 0.0162, -0.1178, 0.4516
Si, 0.192, 0.3101, 0.1201
Si, -0.0526, -0.0864, -0.4204
Si, 0.1066, 0.1314, 0.1842
Si, 0.092, -0.2209, -0.1981
Si, 0.0878, -0.5887, 0.1167
Si, 0.1085, -0.1349, 0.1148
Si, 0.0274, -0.2235, -0.1909
Si, -0.0057, 0.0495, -0.0166
Si, -0.1352, -0.0448, 0.0069
Si, 0.0332, 0.0067, -0.0023
Si, -0.0256, 0.007, 0.0177
Si, -0.1858, -0.0257, 0.0354
Si, 0.0186, 0.0488, 0.001
Si, -0.01, 0.0698, -0.0003
Si, 0.0065, 0.1153, -0.0436
Si, 0.0683, -0.0829, -0.0123
Si, 0.0558, 0.0308, -0.0423
Si, 0.003, 0.0433, -0.0088
Si, 0.0929, -0.0713, -0.009
Si, -0.0328, -0.0006, -0.0446
Si, 0.0141, -0.0654, -0.0183
Si, 0.0926, -0.0912, -0.0074
Si, -0.016, 0.0104, -0.0087
Si, -0.0152, 0.0316, 0.0243
Si, -0.0917, 0.0381, 0.017
Si, -0.0954, 0.0339, 0.0213
Si, -0.0331, -0.0397, 0.0039
Si, -0.0223, 0.0626, 0.0077
Si, 0.0003, 0.0216, 0.0136
Si, 0.0147, 0.0064, 0.0068
Si, -0.0151, 0.0797, 0.0349
Si, 0.0591, 0.0396, -0.0037
Si, 0.0668, -0.0645, 0.0226
Si, 0.0383, -0.0243, 0.0175
Si, 0.0217, 0.0159, -0.0059
Si, 0.0125, -0.1386, 0.0011
Si, 0.0369, 0.043, 0.0062
Si, -0.0381, -0.0404, 0.0033
Si, 0.1127, -0.0443, 0.0002
Si, -0.0932, -0.0209, -0.0928
Si, -0.1959, 0.1492, 0.2233
Si, 0.0908, -0.0036, -0.0782
Si, -0.2004, 0.0219, 0.119
Si, 0.0919, 0.1964, -0.0033
Si, -0.3156, -0.1003, -0.3477
Si, -0.1745, 0.147, 0.2671
Si, 0.1016, 0.4507, -0.4667
Si, 0.0103, 0.0029, -0.0137
Si, -0.0013, 0.0022, 0.006
Si, -0.0044, -0.013, -0.0103
Si, -0.0031, -0.0026, -0.0066
Si, -0.0084, 0.0016, 0.0008
Si, 0.0192, -0.018, -0.0042
Si, -0.0014, 0.0049, -0.0009
Si, 0.0172, -0.0137, -0.0203
Si, 0.0064, -0.0168, 0.0098
Si, -0.0237, 0.0177, -0.0308
Si, 0.0028, 0.0298, -0.006
Si, 0.0089, -0.0045, -0.0026
Si, -0.0071, 0.017, -0.0061
Si, -0.0044, 0.0123, 0.0038
Si, 0.0202, 0.013, 0.0162
Si, -0.0262, 0.0148, -0.0096
Si, 0.0328, -0.0077, -0.015
Si, -0.025, 0.0126, 0.0337
Si, -0.008, -0.0049, 0.0023
Si, 0.0092, -0.0357, -0.0343
Si, -0.0096, -0.0025, -0.006
Si, 0.0282, -0.0092, -0.0464
Si, 0.0241, -0.0529, -0.0886
Si, 0.0075, 0.0088, 0.0278
O, -0.0112, 0.0163, 0.0192
O, -0.0046, 0.0258, 0.019
O, -0.0165, 0.0088, 0.0088
O, -0.032, 0.0192, 0.0193
O, 0.0194, -0.0169, -0.0249
O, 0.0097, -0.0231, -0.0128
O, -0.0559, 0.0412, -0.0355
O, -0.0151, -0.0041, -0.0189
O, -0.005, -0.0021, 0.0004
O, -0.0094, 0.0118, -0.0023
O, 0.004, -0.0162, 0.061
O, 0.0066, 0.0068, 0.0105
O, 0.0034, -0.0105, 0.017
O, 0.0115, -0.0158, 0.0159
O, -0.0008, 0.004, 0.0242
O, 0.0083, 0.0034, -0.0123
O, -0.0299, 0.0067, -0.0041
O, 0.0212, -0.0269, -0.028
O, -0.0065, 0.0187, -0.0311
O, -0.0227, 0.0111, -0.033
O, 0.0168, 0.0022, -0.0199
O, -0.0095, 0.0091, -0.0252
O, 0.0231, -0.0222, -0.0166
O, 0.0027, -0.0013, 0.0202
Si, 0.0028, 0.0044, -0.006
Si, -0.0021, -0.0005, 0.0042
Si, 0.0031, 0.0002, 0.0029
Si, 0.0101, 0.0007, -0.0026
Si, -0.0097, -0.0053, 0.0066
Si, 0.0007, 0.0017, -0.0063
Si, 0.0035, -0.0004, -0.0022
Si, 0.0074, -0.0105, 0.0204
Si, 0.0037, -0.0033, -0.0026
Si, -0.0012, 0.006, -0.0063
Si, -0.0026, -0.0007, -0.005
Si, -0.0115, -0.0107, 0.0177
Si, -0.0032, 0.0031, 0.0039
Si, 0.0033, 0.0031, 0.0124
Si, -0.0044, 0.0012, 0.0023
Si, -0.004, 0.0064, 0.0071
Si, 0, 0.0162, -0.0095
Si, 0.0017, 0.0018, 0.0003
Si, 0.0043, 0.0105, 0.0006
Si, -0.0018, -0.0002, -0.0095
Si, 0.004, 0.0085, -0.005
Si, 0.0062, -0.0042, -0.0214
Si, 0.0051, 0.0049, -0.002
Si, 0, -0.004, -0.0035
Si, 0.0007, -0.0006, 0.0132
Si, 0.0037, -0.0035, -0.0011
Si, 0.002, 0.0046, -0.0009
Si, -0.0016, 0.0007, -0.0108
Si, -0.0034, 0.0051, -0.0108
Si, 0.002, 0.0002, -0.0068
Si, 0.0166, 0.0044, 0.0144
Si, -0.0042, 0.0055, -0.0038
Si, -0.0025, -0.0057, 0.0003
Si, -0.0078, 0.014, 0.0055
Si, 0.0043, -0.0006, 0.0105
Si, -0.0126, 0.0152, -0.0002
Si, -0.0157, 0.0048, 0.0253
Si, 0.0063, 0.002, -0.0034
O, 0.0039, -0.0165, -0.0026
O, -0.0023, 0.0006, 0.0018
O, -0.0147, -0.0158, 0.0026
O, 0.0012, 0.0012, 0.0043
O, 0.0039, 0.0004, 0.0081
O, 0.0016, 0.0059, 0.0071
O, 0.0059, 0.0048, 0.0033
O, 0.0009, -0.0012, 0.0029
O, 0.0017, 0.0013, -0.0018
O, 0.0012, 0.0006, 0.0044
O, 0.0102, -0.0037, 0.0012
O, -0.0023, 0.0025, 0.004
O, 0.0079, -0.0058, -0.0079
O, 0.0064, -0.0043, -0.0022
O, 0.0036, 0.006, -0.0036
O, 0.0079, 0.0072, 0.0148
O, 0.0104, 0.0019, 0
O, 0.0041, 0.0018, 0.0051
O, 0.052, 0.0038, -0.0333
O, 0.0036, -0.0034, 0.0022
O, -0.0007, 0.0032, 0.0036
O, 0.002, -0.0015, 0.0062
O, -0.001, 0.0033, 0.0154
O, 0.0189, -0.005, -0.0247
O, 0.0021, 0.0005, 0.002
O, -0.0012, -0.0055, -0.0025
O, -0.0023, -0.003, -0.0005
O, -0.0047, -0.0097, 0.0049
O, -0.0064, 0.0035, -0.0051
O, 0.0073, 0.0071, 0.0114
O, -0.0006, -0.0016, -0.0018
O, 0.0022, -0.0013, 0.0105
O, 0.0042, -0.0031, -0.0023
O, -0.0111, -0.0058, 0.0006
O, 0.0006, 0, 0.0013
O, -0.0046, -0.0014, 0.0052
O, -0.001, 0.0013, 0.0046
O, -0.0009, -0.0028, 0.0043
O, -0.0059, 0.0024, 0.0027
O, 0.0024, 0.0007, -0.0069
O, 0.0005, -0.0013, 0.0026
O, 0.0018, -0.002, -0.0001
O, 0.0025, 0.0034, 0.0069
O, -0.0044, 0.0059, 0.009
O, 0.0031, 0.0016, -0.0064
O, -0.0005, 0.0121, 0.0098
O, -0.0062, -0.0004, 0.0056
O, 0.0035, 0.0044, -0.0062
O, 0.0018, -0.0005, 0.0051
O, 0.0015, 0.0013, 0.0019
O, 0.0002, -0.0034, -0.0049
O, 0.007, -0.0069, 0.0031
O, -0.0006, 0.0131, 0.0004
O, 0.0006, 0.0041, 0.0069
O, 0.0001, -0.004, 0.005
O, 0.0037, 0.0073, 0.014
O, -0.0014, -0.0048, -0.0032
O, -0.001, 0.0021, 0.0062
O, 0.0046, -0.0018, -0.0043
O, 0.0088, -0.0121, 0.0025
O, -0.0044, -0.0024, 0.0064
O, -0.0018, -0.0004, 0.0029
O, 0.0011, -0.0012, -0.0016
O, 0.0003, -0.0061, 0.01
O, -0.0006, -0.0037, 0.0185
O, -0.0005, -0.0018, 0.0049
O, -0.0089, 0.0037, -0.0118
O, 0.0022, 0.0025, 0.0081
H, -0.0431, 0.0018, 0.025
O, -0.0257, -0.0024, 0.0232
H, 0.028, 0.003, -0.0222

The program warned: the cutoff lies below the one the program advises for these potential files; the forces do not sum to zero within the program's tolerance; the exchange-correlation potential is rough where the density is thin.
